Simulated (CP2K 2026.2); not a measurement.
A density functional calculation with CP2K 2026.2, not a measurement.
Periodic cell of 513 atoms, Si351O162, from a study of silicon, its oxide and their interface. The atomic structure is a simulated model.
Doubt: the forces sum to 2.07 eV/angstrom along one axis rather than to zero, so they err by at least 0.0040 eV/angstrom per atom on average; the grid cutoff is modest.
This geometry differs little from another in the collection (a relaxation step or a small displacement).

Settings: functional PBE; method Gaussian and plane waves; basis set DZVP-MOLOPT-SR-GTH; pseudopotentials GTH-PBE; grid cutoff 350 Ry, relative cutoff 50 Ry; k points Gamma only; occupations fixed; spin none; net charge 0.

Cell vectors (angstrom)
a 16.407 0 0
b 0 16.407 0
c 0.1491 -0.036 34.213

Atoms and the computed forces on them: element, x, y, z (angstrom), force x, y, z (eV/angstrom)
Si 16.045 0.359 0.188 -0.01 0.025 0.171
Si 2.516 2.779 0.119 0.113 -0.046 0.22
Si 0.235 5.1 0.029 -0.124 0.128 0.202
Si 2.29 8.541 34.156 0.099 -0.052 0.233
Si 0.121 10.903 0.42 0.013 -0.008 0.107
Si 3.198 13.165 0.071 0.057 0.008 0.164
Si 5.802 16.103 34.131 -0.062 0.07 0.256
Si 8.515 2.557 33.989 -0.064 0.12 0.17
Si 5.41 5.614 0.159 0.03 -0.014 0.193
Si 8.21 8.83 34.199 -0.007 -0.028 0.099
Si 5.543 10.954 0.222 -0.024 0.016 0.062
Si 8.151 13.973 34.206 0.025 -0.06 0.249
Si 10.624 0.341 0.041 0.067 -0.061 0.24
Si 13.803 2.603 0.374 0.005 -0.015 0.052
Si 11.857 4.917 34.13 -0.084 0.002 0.206
Si 13.578 8.399 0.171 0.1 -0.102 0.183
Si 11.246 10.688 0.227 -0.06 0.177 0.159
Si 14.578 13.207 34.033 -0.109 0.058 0.214
Si 1.344 1.331 1.51 -0.011 0.01 -0.069
Si 4.152 4.026 1.362 -0.016 0.016 -0.027
Si 1.293 6.832 1.329 0.011 -0.003 -0.045
Si 4.02 9.5 1.273 -0.001 0 -0.029
Si 1.585 12.27 1.565 -0.003 -0.019 -0.042
Si 4.19 14.929 1.331 0.015 -0.001 -0.059
Si 6.822 1.397 1.184 0.001 -0.012 -0.041
Si 9.714 4.113 1.092 0.009 -0.005 -0.046
Si 6.914 7.069 1.247 -0.021 -0.01 -0.024
Si 9.588 9.699 1.57 -0.002 0.004 -0.037
Si 6.94 12.393 1.413 -0.003 0.017 -0.04
Si 9.564 15.114 1.359 -0.017 0.024 -0.069
Si 12.261 1.281 1.476 -0.008 0.009 -0.055
Si 15.142 4.081 1.546 0.008 -0.025 -0.048
Si 12.479 6.691 1.364 0.006 0.014 -0.039
Si 15.091 9.515 1.579 -0.004 0.011 -0.054
Si 12.522 12.405 1.156 0.001 -0.045 -0.044
Si 15.092 14.976 1.371 0.015 -0.002 -0.052
Si 0.086 2.732 2.903 0.016 0.002 0.023
Si 2.786 16.307 2.706 -0.005 0.007 0
Si 0.022 8.102 2.867 -0.016 -0.005 0.008
Si 2.779 5.487 2.679 -0.002 0.008 0.007
Si 0.135 13.712 2.773 0.004 0.019 0.023
Si 2.855 10.837 2.865 -0.004 0.006 0.007
Si 5.521 2.683 2.691 -0.005 0.002 0.003
Si 8.182 0.076 2.695 0.003 -0.001 0.016
Si 5.479 8.252 2.699 -0.002 -0.002 0.002
Si 8.315 5.535 2.502 -0.005 -0.007 -0.006
Si 5.547 13.688 2.806 -0.002 -0.004 0.009
Si 8.253 11.069 2.868 0.012 0.008 0.009
Si 10.914 2.769 2.714 -0.008 -0.003 0.021
Si 13.654 16.278 2.767 -0.013 -0.018 0.035
Si 10.978 8.106 2.684 -0.009 -0.014 0.023
Si 13.775 5.459 2.866 0.012 0.009 0.02
Si 11.05 13.709 2.599 0.007 -0.004 0.008
Si 13.691 10.996 2.746 -0.002 -0.001 0.029
Si 1.46 4.148 4.16 -0.003 -0.007 -0.001
Si 4.154 1.319 4.064 -0.001 -0.003 0.002
Si 1.43 9.497 4.175 -0.001 -0.001 -0.001
Si 4.162 6.83 4.073 0.002 -0.003 0
Si 1.45 15.038 4.177 -0.004 -0.006 -0.002
Si 4.199 12.28 4.168 0.004 -0.003 -0.003
Si 6.934 4.132 3.947 0.001 -0.004 0.001
Si 9.57 1.398 4.091 -0.002 0.004 -0.008
Si 6.835 9.628 4.105 -0.006 -0.005 0
Si 9.603 6.796 4.062 0.003 0.002 -0.01
Si 6.893 15.092 4.129 -0.001 0.001 -0.008
Si 9.7 12.399 4.109 -0.006 -0.006 0.005
Si 12.32 4.083 4.115 -0.005 -0.008 -0.004
Si 15.048 1.308 4.115 0.003 0.01 0.001
Si 12.321 9.557 4.056 0.01 0.008 0
Si 15.086 6.805 4.262 0.003 0.004 -0.005
Si 12.306 14.991 4.149 0.009 0.006 -0.007
Si 15.116 12.318 4.098 -0.005 -0.008 -0.003
Si 0.044 -0.004 5.501 0.001 0.001 0.002
Si 2.819 2.721 5.461 0.002 0.004 0.002
Si 0.076 5.446 5.567 0 0.004 0.002
Si 2.816 8.158 5.516 -0.002 -0.005 -0.003
Si 0.051 10.921 5.48 -0.004 0.002 -0.001
Si 2.804 13.645 5.512 -0.001 0.002 -0.001
Si 5.503 0.006 5.495 0.001 -0.001 -0.001
Si 8.224 2.779 5.436 0.003 -0.004 0
Si 5.553 5.449 5.396 -0.001 0.002 -0.005
Si 8.233 8.204 5.413 0 -0.004 0
Si 5.542 10.948 5.554 -0.002 0.003 0.001
Si 8.295 13.733 5.478 0.005 0.009 0.003
Si 10.944 0.01 5.464 0 -0.005 -0.002
Si 13.689 2.699 5.476 -0.003 -0.005 0.005
Si 10.964 5.463 5.474 0.001 0.001 -0.002
Si 13.69 8.235 5.499 0 0.001 0.002
Si 10.988 10.934 5.458 -0.002 0 0
Si 13.726 13.65 5.488 -0.001 -0.004 0
Si 1.419 1.38 6.844 -0.004 0.001 -0.002
Si 4.193 4.091 6.815 0.001 -0.006 -0.001
Si 1.444 6.822 6.903 0.001 -0.004 0.006
Si 4.161 9.557 6.877 -0.003 0.002 0.003
Si 1.417 12.284 6.858 -0.002 -0.001 -0.005
Si 4.156 15.033 6.869 0 -0.005 -0.002
Si 6.874 1.398 6.831 -0.004 0.002 -0.001
Si 9.601 4.1 6.839 0.003 -0.002 -0.001
Si 6.885 6.831 6.801 0 0.002 -0.003
Si 9.602 9.569 6.812 -0.004 0.001 -0.003
Si 6.934 12.334 6.857 0.002 -0.005 0
Si 9.618 15.071 6.88 -0.003 0.005 0.003
Si 12.327 1.35 6.848 0.003 -0.001 -0.002
Si 15.073 4.063 6.86 0.001 -0.001 -0.001
Si 12.328 6.842 6.843 -0.002 0.002 -0.002
Si 15.082 9.577 6.863 0 0.001 -0.001
Si 12.364 12.278 6.851 0.006 -0.004 0.001
Si 15.081 15.028 6.858 0 0 -0.002
Si 0.042 2.718 8.233 -0.001 0.001 0.002
Si 2.774 0 8.218 -0.001 0.001 -0.002
Si 0.052 8.204 8.226 0 0.002 0.001
Si 2.817 5.438 8.226 -0.001 0.001 0
Si 0.043 13.657 8.217 0.001 -0.001 0
Si 2.783 10.924 8.228 -0.002 0 -0.001
Si 5.521 2.74 8.222 0.002 0 0
Si 8.239 0.031 8.22 0 0 0
Si 5.538 8.184 8.215 -0.002 -0.002 -0.001
Si 8.242 5.475 8.198 0 0 -0.003
Si 5.54 13.679 8.226 0.001 0.003 0
Si 8.272 10.938 8.218 0.001 0.002 0.002
Si 10.965 2.73 8.209 0 -0.001 0.001
Si 13.705 16.396 8.217 -0.001 -0.002 0.001
Si 10.968 8.209 8.206 0 -0.001 0
Si 13.707 5.464 8.203 0.002 0 -0.001
Si 10.994 13.668 8.213 0 -0.002 -0.001
Si 13.721 10.933 8.24 0.001 -0.001 0.004
Si 1.416 4.09 9.592 0 -0.003 0.002
Si 4.145 1.369 9.585 -0.003 -0.001 -0.002
Si 1.413 9.571 9.596 -0.001 0 0.002
Si 4.174 6.82 9.59 0.001 0 0
Si 1.401 15.035 9.58 -0.002 -0.001 -0.001
Si 4.163 12.298 9.577 0 -0.003 -0.001
Si 6.891 4.104 9.581 -0.001 0.001 -0.001
Si 9.612 1.374 9.597 -0.002 0.001 0.002
Si 6.902 9.564 9.582 -0.001 0.001 0.001
Si 9.609 6.835 9.573 -0.002 0.001 -0.001
Si 6.888 15.057 9.594 -0.002 -0.002 0
Si 9.638 12.299 9.595 0.001 -0.001 0.001
Si 12.333 4.1 9.572 0.002 -0.001 -0.001
Si 15.071 1.351 9.59 0.001 -0.001 0
Si 12.347 9.561 9.59 0 0 0
Si 15.082 6.829 9.578 0 -0.002 0
Si 12.347 15.034 9.597 0.001 -0.001 0
Si 15.086 12.306 9.599 0 0 -0.001
Si 16.428 16.383 10.959 0.001 -0.001 0.001
Si 2.769 2.717 10.965 -0.002 -0.001 0
Si 16.446 5.465 10.955 0.001 0.002 -0.001
Si 2.794 8.198 10.941 -0.001 0 0.001
Si 16.449 10.934 10.961 0 0 0.002
Si 2.782 13.668 10.932 0.002 0 -0.002
Si 5.516 0.011 10.96 0 0.002 0
Si 8.254 2.745 10.961 -0.001 -0.001 0.003
Si 5.536 5.457 10.963 0 -0.001 -0.002
Si 8.268 8.2 10.958 0.001 -0.001 0
Si 5.532 10.934 10.948 -0.003 -0.001 0
Si 8.263 13.68 10.952 -0.003 0 0
Si 10.977 0.001 10.966 0 -0.002 0.002
Si 13.691 2.727 10.943 -0.001 0.003 0
Si 10.969 5.465 10.948 0 -0.001 0
Si 13.715 8.189 10.956 0.002 -0.001 0.002
Si 11.001 10.93 10.975 0 -0.002 0.003
Si 13.714 13.67 10.966 -0.001 -0.001 0.001
Si 1.387 1.339 12.321 -0.002 -0.004 0.001
Si 4.151 4.091 12.313 -0.001 0.001 -0.002
Si 1.418 6.844 12.307 0.001 -0.001 -0.001
Si 4.168 9.562 12.31 0.002 -0.001 0.002
Si 1.409 12.314 12.307 -0.001 0 0.001
Si 4.142 15.034 12.302 -0.001 -0.001 -0.002
Si 6.891 1.378 12.328 -0.002 0 0
Si 9.619 4.097 12.339 -0.002 0.001 0.004
Si 6.92 6.817 12.324 -0.004 0.001 0.002
Si 9.641 9.551 12.342 -0.004 0.002 0.003
Si 6.903 12.304 12.318 0.002 0.001 -0.001
Si 9.619 15.039 12.341 0 -0.003 -0.001
Si 12.327 1.381 12.344 0.003 -0.001 0.003
Si 15.047 4.095 12.308 0.002 -0.004 -0.001
Si 12.337 6.825 12.318 0 0 -0.001
Si 15.08 9.566 12.326 0 0 0.002
Si 12.368 12.3 12.345 0 0 -0.001
Si 15.048 15.044 12.349 -0.002 -0.003 0.002
Si 16.395 2.708 13.658 0.002 -0.001 0
Si 2.762 16.371 13.679 0.001 -0.008 0.001
Si 16.454 8.2 13.684 0.001 0.001 0.003
Si 2.787 5.474 13.66 0 0.006 0
Si 16.427 13.662 13.68 -0.001 0.001 -0.001
Si 2.79 10.946 13.653 0.001 0 0.001
Si 5.521 2.741 13.692 -0.002 0.002 0.001
Si 8.261 0.018 13.709 -0.001 0.001 0.003
Si 5.552 8.185 13.664 -0.001 -0.002 0
Si 8.284 5.465 13.725 0 -0.001 -0.001
Si 5.528 13.688 13.666 0 -0.002 0.001
Si 8.278 10.934 13.689 -0.005 -0.002 0.002
Si 10.961 2.738 13.741 -0.001 0.001 0.001
Si 13.668 0.011 13.728 -0.001 0.002 0.004
Si 11.01 8.183 13.729 0.003 -0.003 0.003
Si 13.66 5.438 13.693 -0.003 0.001 -0.002
Si 10.996 13.669 13.703 -0.001 -0.002 0.004
Si 13.725 10.924 13.722 0.002 -0.002 0.005
Si 1.377 4.089 14.954 -0.005 0.001 -0.007
Si 4.144 1.341 15.011 0.001 -0.007 -0.007
Si 1.43 9.591 15.03 -0.002 0.004 0.004
Si 4.19 6.82 15.027 -0.002 -0.001 0.006
Si 1.362 15.023 15.051 -0.005 -0.006 0.005
Si 4.165 12.311 15.011 0.006 0.006 0.001
Si 6.89 4.108 15.075 0.002 -0.003 0.005
Si 9.604 1.371 15.132 -0.002 0 0.003
Si 6.934 9.53 15.035 -0.003 -0.002 -0.002
Si 9.679 6.795 15.122 -0.005 0.003 0.01
Si 6.887 15.054 15.052 0.002 0.004 0
Si 9.662 12.28 15.068 -0.003 0.002 -0.003
Si 12.293 4.112 15.144 0.004 -0.001 0.01
Si 15.018 1.395 15.093 0 -0.001 0.008
Si 12.369 9.557 15.11 0.003 0.001 0.001
Si 15.046 6.813 15.002 0.002 -0.004 0
Si 12.289 15.062 15.115 0 -0.002 -0.001
Si 15.088 12.303 15.085 -0.003 -0.001 0
Si 16.409 0.02 16.411 0.01 0.002 0.01
Si 2.746 2.734 16.284 -0.013 -0.005 -0.001
Si 16.375 5.396 16.312 0.006 0.007 0
Si 2.825 8.211 16.345 0.013 0.001 0.001
Si 0.077 10.938 16.444 -0.001 0.002 0.003
Si 2.751 13.636 16.377 -0.006 0 -0.007
Si 5.515 0.017 16.424 0.002 -0.003 0
Si 8.226 2.755 16.484 0.005 0.013 0.002
Si 5.56 5.493 16.449 -0.012 -0.009 0.009
Si 8.335 8.198 16.436 -0.011 -0.002 0.009
Si 5.546 10.914 16.329 0.002 -0.016 0
Si 8.289 13.679 16.376 0.001 -0.007 0.008
Si 10.912 -0.012 16.562 0 0.002 0.003
Si 13.616 2.724 16.516 -0.001 0.005 -0.003
Si 10.972 5.451 16.628 0.002 0 -0.005
Si 13.743 8.152 16.444 -0.004 -0.011 0.004
Si 11.005 10.924 16.497 -0.002 0.003 0.005
Si 13.693 13.689 16.422 0 0.008 0.008
Si 1.386 1.445 17.695 0.011 -0.007 -0.012
Si 4.113 4.048 17.651 0.013 -0.002 -0.019
Si 1.373 6.788 17.534 -0.02 -0.017 -0.002
Si 4.223 9.565 17.727 0 0.027 -0.019
Si 1.479 12.261 17.839 0.011 -0.001 -0.002
Si 4.09 15.04 17.693 -0.002 -0.006 -0.004
Si 6.841 1.408 17.849 0.007 -0.008 -0.01
Si 9.509 4.065 17.991 -0.008 -0.004 -0.009
Si 6.996 6.864 17.826 0.014 0.003 -0.02
Si 9.683 9.511 17.893 -0.003 -0.018 -0.013
Si 6.973 12.235 17.648 -0.005 0.016 -0.013
Si 9.48 15.019 17.919 -0.006 -0.012 -0.021
Si 12.253 1.366 17.966 0.009 -0.001 -0.011
Si 15.013 4.13 17.804 0.003 0.001 0.011
Si 12.427 6.861 17.945 0.015 0.005 -0.011
Si 15.148 9.503 17.772 0.003 0.007 -0.004
Si 12.367 12.339 17.833 0.004 0.004 -0.029
Si 15.03 15.072 17.785 -0.008 -0.013 -0.018
Si 16.369 2.751 19.107 0.038 0.01 0.067
Si 2.824 0.137 19.028 -0.036 0.01 0.044
Si 0.18 8.085 19.042 0.001 0.001 0.059
Si 2.711 5.466 18.866 0.015 -0.014 0.043
Si 0.111 13.772 19.068 -0.006 -0.016 0.056
Si 2.831 10.771 19.205 0.018 -0.011 0.069
Si 5.437 2.785 19.157 -0.018 0.022 0.054
Si 7.952 16.336 19.315 0.012 -0.031 0.043
Si 5.679 8.309 19.119 -0.016 -0.018 0.04
Si 8.201 5.528 19.393 -0.015 0.001 0.045
Si 5.445 13.499 18.842 -0.014 0.019 0.091
Si 8.283 10.942 19.149 0.01 0.009 0.066
Si 10.754 2.6 19.413 0.017 -0.006 0.044
Si 13.696 -0.014 19.284 -0.013 0.006 0.061
Si 11.113 8.251 19.377 -0.003 0.014 0.052
Si 13.79 5.467 19.336 -0.022 -0.002 0.039
Si 10.946 13.677 19.245 -0.008 -0.008 0.052
Si 13.793 10.903 19.091 0.011 0.005 0.061
Si 1.566 3.981 20.294 -0.148 0.111 -0.084
Si 3.84 1.701 20.545 0.104 -0.102 -0.123
Si 1.944 8.896 20.403 -0.036 0.104 -0.218
Si 4.177 6.817 20.038 0.023 -0.002 -0.085
Si 1.243 15.445 20.291 0.018 -0.04 -0.211
Si 4.46 11.995 20.334 -0.083 0.012 -0.225
Si 6.277 4.534 20.479 0.105 -0.036 -0.222
Si 9.537 0.834 20.843 -0.105 0.152 -0.195
Si 6.784 9.879 20.611 0.018 -0.088 -0.191
Si 9.991 6.585 20.648 -0.128 0.063 -0.22
Si 6.289 14.939 20.413 0.01 0.046 -0.227
Si 9.783 12.088 20.55 -0.076 0.141 -0.242
Si 12.111 4.199 20.5 0.08 -0.039 -0.251
Si 15.326 1.169 20.547 -0.07 0.06 -0.223
Si 12.227 10.008 20.648 0.087 -0.154 -0.217
Si 15.268 6.949 20.612 0.008 -0.149 -0.185
Si 12.067 15.25 20.596 0.147 -0.118 -0.212
Si 15.295 12.235 20.29 -0.001 0.025 -0.154
Si 14.043 3.09 22.681 0.035 -0.045 -0.02
Si 13.657 3.605 25.681 0.018 0.072 -0.011
Si 14.179 9.056 22.699 0.033 0.016 0.001
Si 0.487 10.513 22.413 -0.072 -0.013 0.065
Si 14.201 10.794 27.118 -0.018 0.03 0.024
Si 2.835 11.392 24.372 0.008 0.012 -0.073
Si 9.063 4.136 25.068 0.036 0.033 -0.06
Si 8.782 6.679 23.447 0.084 -0.021 0.045
Si 7.983 9.53 23.627 -0.025 0.013 -0.07
Si 7.986 13.458 22.726 -0.004 -0.023 0.018
Si 10.149 1.488 25.84 -0.006 0.097 0.005
Si 0.099 5.101 22.697 0.093 0.047 0.011
Si 11.778 12.51 26.834 0.002 0.035 -0.031
Si 8.59 16.234 23.728 -0.002 0.086 -0.054
Si 0.136 4.195 25.393 0.104 -0.019 0.078
Si 0.701 1.355 24.896 0.079 0.041 0.039
Si 4.326 4.471 25.21 -0.012 -0.129 0.009
Si 0.489 6.511 28.747 0.036 -0.036 -0.048
Si 4.978 12.208 27.419 0.041 -0.01 -0.08
Si 13.869 13.854 22.536 -0.047 0.014 0.027
Si 2.55 14.342 24.698 0.014 0.012 0.007
Si 5.919 0.378 25.356 0.05 -0.046 0.001
Si 10.484 9.346 32.093 -0.008 -0.064 0.052
Si 6.706 4.603 23.315 -0.009 -0.079 0.073
Si 5.962 11.621 24.512 -0.053 0.015 -0.018
Si 3.698 14.49 21.951 0.081 0.044 -0.039
Si 10.983 16.295 31.255 0.037 -0.022 0.004
Si 12.989 8.525 25.424 -0.027 0.039 0.026
Si 15.46 10.728 30.012 0.003 -0.011 0.065
Si 12.671 1.5 27.604 -0.074 -0.046 0.007
Si 0.957 2.458 27.644 0.045 0.025 -0.04
Si 15.971 15.12 24.199 0.011 -0.021 0.045
Si 3.294 6.431 32.306 -0.077 0.011 -0.009
Si 1.61 9.262 29.385 0.101 0.053 0.075
Si 2.992 9.757 26.864 0.017 0.016 -0.033
Si 5.854 2.673 27.255 -0.013 0.004 -0.038
Si 3.536 1.774 23.767 0.001 0.153 -0.125
Si 7.098 6.789 29.905 -0.007 -0.039 0.068
Si 10.626 5.24 31.459 -0.015 -0.019 -0.062
Si 8.605 3.095 27.794 0.057 -0.037 -0.023
Si 7.996 9.521 30.31 -0.095 -0.047 0.019
Si 10.358 10.318 25.23 0 0.007 0.038
Si 1.519 14.93 32.325 -0.033 0.011 0.117
Si 12.124 5.822 26.975 0.057 0.025 -0.003
Si 14.124 5.772 29.401 0.037 0.005 0.029
Si 10.746 2.649 29.898 0.012 -0.049 -0.079
Si 14.119 13.202 25.399 0.037 0.002 0.03
Si 0.853 4.788 31.416 -0.037 0.045 -0.023
Si 3.677 0.756 31.998 -0.043 -0.031 0.126
Si 2.916 6.644 27.031 0.041 -0.032 -0.012
Si 4.162 7.35 29.563 -0.029 0.094 0.01
Si 3.57 1.217 28.927 -0.081 -0.081 -0.033
Si 4.003 15.153 27.104 0.075 0.066 -0.023
Si 9.963 6.662 28.752 -0.069 -0.006 -0.004
Si 13.88 0.052 29.882 0.099 0.044 0.044
Si 7.188 12.272 29.648 0.009 -0.016 -0.024
Si 7.641 4.657 32.072 -0.036 -0.106 -0.124
Si 9.071 13.768 31.261 -0.008 -0.001 0.01
Si 9.609 9.515 28.028 -0.045 -0.028 -0.078
Si 13.54 8.371 31.345 -0.012 0.059 -0.051
Si 15.412 2.902 30.08 -0.001 -0.021 0.022
Si 9.95 12.286 28.921 0.011 0.068 0.003
Si 15.337 13.834 31.078 -0.061 -0.006 0.026
O 14.775 15.094 30.149 -0.102 0.001 -0.108
O 0.529 15.906 33.183 -0.041 0.048 -0.069
O 1.471 3.833 34.012 -0.014 -0.077 0.086
O 3.092 1.974 32.926 0.011 0.069 -0.064
O 16.36 5.431 32.66 0.128 0.132 0.11
O 2.401 5.115 31.91 0.069 -0.234 -0.085
O 2.464 7.797 32.677 -0.225 0.173 -0.194
O 4.248 6.727 31.047 -0.04 -0.223 0.053
O 15.663 11.942 33.821 0.079 -0.081 -0.153
O 1.254 9.797 33.785 0.103 -0.098 -0.063
O 2.389 13.77 33.089 -0.234 0.014 -0.001
O 3.561 16.076 28.383 -0.204 -0.124 0.186
O 5.029 0.202 32.749 -0.126 0.251 0.054
O 6.989 15.033 33.665 -0.038 -0.124 0.025
O 9.639 1.38 33.713 -0.051 0.072 -0.227
O 7.938 3.061 32.476 -0.2 -0.166 0.086
O 6.62 5.041 33.256 0.18 -0.204 0.108
O 4.252 6.217 33.595 -0.192 -0.121 0.267
O 9.417 8.462 33.054 0.034 -0.177 -0.064
O 7.171 10.906 30.591 -0.197 -0.008 0.326
O 6.94 9.892 33.741 0 -0.068 -0.044
O 4.538 12.042 33.741 -0.049 -0.069 -0.008
O 10.434 8.192 28.46 0.325 -0.049 0.288
O 8.952 13.445 32.855 0.018 0.143 -0.129
O 11.399 16.181 32.833 0.374 0.072 0.069
O 10.362 1.299 30.715 -0.001 0.091 -0.031
O 15.057 1.465 33.873 -0.025 0.048 -0.022
O 12.947 3.678 33.778 0.118 -0.061 0.041
O 11.606 5.691 32.681 -0.18 0.143 -0.203
O 13.764 6.989 30.46 0.003 -0.148 -0.069
O 12.35 9.478 0.075 0.003 0.042 0.142
O 14.174 8.054 32.829 -0.005 0.082 0.101
O 8.111 9.423 28.674 -0.145 0.095 -0.152
O 10.815 10.749 32.889 0.067 -0.012 -0.077
O 14.478 13.837 32.497 0.04 -0.113 0.009
O 0.533 14.151 31.282 0.285 -0.069 0.122
O 16.274 6.461 21.836 -0.095 0.138 -0.133
O 1.258 4.305 21.887 0.187 0.124 0.133
O 2.701 2.845 20.426 0.041 0.024 0.072
O 3.967 1.603 22.201 -0.103 -0.11 0.139
O 16.471 11.485 21.175 0.242 0.108 -0.016
O 1.267 9.211 21.861 0.16 -0.148 0.231
O 5.131 5.703 20.844 0.032 0.004 0.328
O 3.118 7.809 20.871 -0.102 0.146 0.044
O 2.186 14.895 21.518 -0.047 0.027 0.203
O 0.145 0.112 20.924 0.07 0.017 0.191
O 2.646 12.792 25.174 0.203 -0.004 -0.036
O 3.907 12.917 21.583 0.052 -0.127 0.071
O 9.533 5.592 24.446 -0.088 0.139 0.205
O 6.465 3.763 21.941 0.056 -0.224 0.056
O 8.681 4.258 26.648 -0.221 0.049 0.136
O 13.724 2.473 26.844 -0.02 -0.203 0.179
O 7.556 9.471 22.03 -0.093 -0.139 0.052
O 5.607 10.986 20.991 -0.006 0.101 0.007
O 9.678 7.15 22.173 -0.141 0.237 -0.141
O 11.056 5.369 20.981 -0.158 -0.063 -0.149
O 7.159 14.18 21.547 0.272 -0.233 0.053
O 4.879 15.41 21.236 -0.095 0.227 -0.183
O 9.069 12.492 21.984 -0.003 -0.149 0.098
O 8.821 14.629 23.499 0.134 -0.086 0.256
O 12.7 3.486 21.857 -0.08 -0.12 0.155
O 15.067 4.348 22.615 -0.207 -0.006 -0.196
O 14.726 1.784 21.967 -0.233 -0.208 0.297
O 12.898 9.927 22.168 0.083 0.007 0.012
O 10.97 11.024 20.94 -0.129 -0.15 0.226
O 13.781 8.202 24.029 0.009 -0.38 0.026
O 14.376 8.088 21.394 -0.358 0.215 -0.254
O 10.881 16.314 21 -0.072 -0.087 0.073
O 8.826 0.739 22.362 -0.252 0.147 0.002
O 14.171 12.893 21.283 0.055 -0.154 0.132
O 12.58 14.739 22.09 -0.09 0.209 -0.073
O 0.124 2.818 24.511 -0.185 -0.084 -0.093
O 15.007 4.516 25.832 -0.202 -0.044 0.045
O 0.565 5.324 24.269 -0.097 0.134 0.105
O 2.069 1.117 24.046 -0.032 -0.376 -0.23
O 1.296 6.525 27.313 -0.029 0.133 -0.255
O 15.334 6.275 28.428 -0.005 0.222 -0.402
O 2.535 10.151 25.366 -0.242 -0.149 -0.019
O 15.494 9.976 23.087 -0.195 0 0.279
O 10.857 11.818 25.663 0.131 0.22 -0.132
O 15.16 14.809 22.823 -0.028 0.195 -0.013
O 3.709 14.635 23.574 0.092 0.119 0.133
O 13.633 12.94 23.857 -0.265 0.034 0.007
O 10.145 2.899 24.967 0.04 -0.079 -0.029
O 7.7 3.718 24.256 0.027 -0.022 0.129
O 7.453 5.966 22.845 -0.153 -0.073 -0.299
O 5.358 5.055 24.098 -0.036 0.105 0.001
O 6.744 10.186 24.464 0.069 -0.143 0.087
O 8.282 8.025 24.204 0.205 -0.161 0.189
O 9.163 1.704 27.132 0.056 -0.272 -0.103
O 7.054 16.349 24.284 -0.244 0.13 -0.015
O 1.059 3.853 26.727 0.034 0.057 -0.026
O 9.641 0.292 24.878 0.192 0.033 0.117
O 13.576 2.867 24.227 0.078 -0.054 -0.094
O 14.47 4.28 30.052 0.01 -0.013 -0.088
O 12.774 13.636 26.213 -0.152 0.189 -0.019
O 13.99 9.343 26.417 0.022 0.032 0.135
O 11.595 1.042 26.456 -0.053 -0.099 -0.182
O 6.902 12.668 23.66 0.032 0.084 0.06
O 13.545 0.293 28.282 -0.009 0.126 0.032
O 15.981 0.302 24.441 0.025 0.201 0.179
O 0.857 1.266 26.526 0.254 -0.266 -0.079
O 3.371 5.658 25.815 -0.233 0.08 0.047
O 5.192 3.929 26.474 -0.001 0.027 0.119
O 0.678 7.945 29.464 -0.196 -0.054 0.145
O 3.429 8.177 26.738 0.299 -0.008 0.076
O 10.062 12.701 30.495 -0.025 -0.116 0.106
O 1.612 11.323 23.282 0.136 0.302 -0.247
O 15.165 10.638 28.405 0.074 0.16 -0.232
O 15.203 14.404 25.444 0.124 0.104 0.1
O 1.075 14.574 24.092 -0.066 0.064 0.003
O 4.43 11.364 23.932 0.089 -0.185 0.028
O 4.613 0.904 24.583 0.044 0.015 -0.077
O 3.49 3.288 24.43 -0.043 0.097 0.161
O 8.334 6.533 28.849 -0.045 0.131 -0.374
O 10.568 5.85 27.472 -0.279 0.091 -0.212
O 9.459 9.664 26.427 -0.295 -0.188 0.001
O 9.38 10.362 23.919 0.111 0.18 -0.04
O 10.453 10.776 28.615 0.24 -0.06 0.122
O 5.876 12.195 26.047 0.033 0.081 0.027
O 5.81 12.275 28.819 -0.063 -0.004 0.162
O 5.423 15.621 26.405 0.005 -0.197 0.272
O 9.518 9.703 30.847 0.195 0.168 0.028
O 14.593 1.483 30.43 -0.181 0.168 0.321
O 12.37 4.575 25.95 -0.217 0.017 -0.184
O 12.555 7.167 26.186 0.123 -0.091 -0.153
O 11.672 9.388 25.008 -0.112 -0.104 -0.308
O 14.807 11.857 26.022 0.176 -0.094 -0.362
O 1.724 9.883 27.88 0.094 0.098 -0.007
O 11.911 2.329 28.803 0.114 0.277 0.229
O 10.848 13.244 27.956 0.031 -0.025 0.104
O 0.228 3.265 31.155 0.001 0.018 -0.089
O 16.072 2.63 28.608 -0.003 -0.064 -0.168
O 3.969 1.319 30.501 0.197 0.283 0.088
O 2.806 15.278 25.997 -0.142 0.009 0.009
O 3.524 6.276 28.506 0.142 -0.001 -0.079
O 0.858 5.422 29.905 0.1 -0.002 0.018
O 3.192 8.723 29.687 0.146 -0.044 -0.064
O 4.132 10.803 27.399 0.086 0.079 -0.102
O 0.668 10.334 30.241 0.004 -0.078 0.142
O 6.954 5.356 30.732 0.135 -0.102 -0.244
O 4.72 1.975 28.119 0.121 -0.017 0.137
O 6.514 1.629 26.2 0.267 -0.059 -0.246
O 7.053 3.082 28.27 -0.025 -0.034 0.145
O 7.422 8.095 30.882 -0.262 -0.046 0.071
O 5.752 7.338 29.124 0.085 -0.096 -0.126
O 10.631 6.236 30.179 0.243 -0.077 0.15
O 9.136 5.294 32.123 -0.003 0.025 0.195
O 4.109 13.586 27.522 0.032 -0.096 0.229
O 9.469 3.346 29.146 -0.169 0.173 0.178
O 7.551 13.562 30.618 0.101 -0.042 0.088
O 8.37 12.324 28.51 -0.022 0.049 -0.235
O 12.427 16.106 30.534 0.11 0.124 0.024
O 11.17 3.77 30.999 0.05 -0.042 0.001
O 2.201 2.062 28.617 -0.071 0.084 0.191
O 2.622 15.951 31.704 -0.05 -0.084 0.09
O 14.399 9.667 30.739 -0.004 0.041 -0.101
O 11.91 8.7 31.534 0.017 -0.209 0.148
O 12.904 5.564 28.371 -0.055 -0.174 0.165
O 9.776 15.218 30.983 0.016 0.067 -0.242
O 12.748 11.395 27.546 0.055 0.142 0.081
O 15.219 12.306 30.457 0.028 -0.072 -0.057

Results
total energy: -108570.814 eV
total energy less fixed offsets of O -438.35, Si -107.03 eV per atom: 9.416 eV
